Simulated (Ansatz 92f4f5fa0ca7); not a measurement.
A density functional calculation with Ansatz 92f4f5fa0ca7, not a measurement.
Periodic cell of 215 atoms, Si132O82B1, from a study of silicon, its oxide and their interface. The atomic structure is a simulated model.
Doubt: the cutoff is far below the 930 eV that the study's wrapper takes by default for these files, so forces and energies are approximate.
This geometry differs little from another in the collection (a relaxation step or a small displacement).

Settings: functional PBE; potential files Ansatz PAW; basis plane waves; wave-function cutoff 580 eV; density cutoff ratio 5; exchange-correlation grid ratio 1; k mesh 1 x 1 x 1, Gamma-centred; self-consistency stop 5e-08 eV per atom in the density residual; occupations fixed; spin none; net charge -1 e, with a uniform compensating background and no finite-size correction.

Cell vectors (angstrom)
a, 10.938, 0, 0
b, 0, 10.938, 0
c, 0, 0, 31.5432

Atoms and the computed forces on them: element, x, y, z (angstrom), force x, y, z (eV/angstrom)
Si, 10.4375, 0.571, 24.3629, -0.0051, 0.0034, 0.008
Si, 6.0446, 10.4968, 24.1676, 0.0026, -0.0038, 0.0083
Si, 2.1336, 3.2436, 24.1039, -0.0021, 0.0051, 0.0085
Si, 8.7061, 2.2535, 24.3251, 0.004, -0.0035, 0.0084
Si, 0.5046, 5.0471, 24.1827, 0.0041, -0.0028, 0.0077
Si, 5.0551, 5.8904, 24.2146, -0.0036, 0.0029, 0.0073
Si, 3.3992, 7.645, 24.1769, 0.0014, -0.0024, 0.0085
Si, 7.8303, 8.8223, 24.0172, -0.0031, 0.0024, 0.0082
Si, 1.3438, 1.4781, 25.4795, -0.0019, 0.002, 0.0044
Si, 6.9209, 1.2974, 25.5149, 0.0023, -0.0023, 0.0051
Si, 4.0289, 4.0989, 25.347, -0.0006, -0.0005, 0.0027
Si, 9.67, 4.0924, 25.4404, 0.0007, -0.0018, 0.004
Si, 1.4995, 6.8115, 25.3848, 0.0006, -0.0016, 0.0028
Si, 6.8978, 6.943, 25.2699, 0, -0.0002, 0.0011
Si, 4.2324, 9.5271, 25.3631, 0.0003, -0.0008, 0.0008
Si, 9.5288, 9.6382, 25.4575, -0.0029, 0.0009, 0.0059
Si, 2.7836, 0.0021, 26.666, 0.0014, -0.0001, -0.0038
Si, 8.2232, -0.0289, 26.968, 0.001, 0.0018, -0.0068
Si, 0.0174, 2.769, 26.945, -0.0004, 0.0005, -0.0049
Si, 5.4536, 2.7325, 26.6868, 0.0001, -0.0008, -0.0036
Si, 2.7609, 5.4379, 26.8609, -0.0026, -0.0003, -0.0043
Si, 8.2324, 5.5179, 26.657, 0.0031, -0.0009, -0.0039
Si, 0.0435, 8.2071, 26.6725, 0.0015, 0.0008, -0.004
Si, 5.5532, 8.1983, 26.8248, 0.0007, 0.0041, -0.003
Si, 4.1157, 1.3638, 28.0957, 0.0001, 0.0027, 0.0035
Si, 9.5935, 1.3687, 28.2653, 0.0001, -0.0015, -0.0046
Si, 1.3957, 4.122, 28.2642, 0.0036, -0.0018, -0.0065
Si, 6.8407, 4.1286, 28.0509, -0.0008, -0.0041, 0.0058
Si, 4.1562, 6.8218, 28.1735, -0.0032, -0.0009, 0.0051
Si, 9.6057, 6.8471, 28.0823, -0.0004, 0.0029, 0.0039
Si, 1.3963, 9.5851, 28.0688, -0.0032, -0.0009, 0.0059
Si, 6.8496, 9.5388, 28.2718, 0.0032, 0.0007, -0.0052
Si, 0.0515, -0.0257, 29.5488, 0.0033, -0.003, -0.0005
Si, 5.4504, 0.0185, 29.5304, -0.0056, 0.0021, -0.0017
Si, 2.7753, 2.7083, 29.5469, 0.0017, -0.003, 0.0004
Si, 8.1729, 2.7638, 29.5121, -0.0018, 0.0048, -0.0037
Si, -0.0049, 5.5056, 29.5369, -0.0043, -0.0004, -0.0008
Si, 5.5136, 5.45, 29.5292, 0.003, -0.0006, -0.0006
Si, 2.7443, 8.2134, 29.4821, -0.0003, 0.0043, -0.0054
Si, 8.2557, 8.1593, 29.5568, 0.002, -0.005, 0.0007
Si, 1.3981, 1.3541, 30.9225, -0.0018, 0.0015, 0.0018
Si, 6.8192, 1.3817, 30.8955, 0.0035, -0.0008, 0.0016
Si, 4.1347, 4.0879, 30.9093, -0.0032, 0.001, 0
Si, 9.5524, 4.1211, 30.8712, 0.0009, -0.0015, 0.0035
Si, 1.3776, 6.8626, 30.8887, 0.003, -0.0009, 0.0013
Si, 6.8714, 6.8034, 30.9267, -0.0025, 0.0024, 0.0029
Si, 4.0922, 9.5749, 30.8747, 0.0016, -0.0035, 0.0033
Si, 9.6063, 9.5474, 30.9203, 0.0005, 0.0038, 0.0002
Si, 2.7484, -0.0275, 0.7436, -0.0025, 0.0033, -0.0032
Si, 8.1799, -0.0232, 0.7082, 0.0027, -0.0038, 0.0013
Si, -0.0221, 2.7454, 0.6917, 0.0036, -0.0016, -0.0007
Si, 5.4853, 2.7359, 0.762, -0.0057, 0.0021, -0.0011
Si, 2.7483, 5.4831, 0.7108, 0.002, -0.0058, 0.0015
Si, 8.2228, 5.4298, 0.765, -0.0012, 0.0011, -0.0024
Si, 0.0121, 8.1765, 0.7645, -0.0028, 0.0046, -0.0012
Si, 5.4672, 8.213, 0.6999, 0.0005, -0.0019, -0.0005
Si, 4.1216, 1.3385, 2.097, 0.0008, -0.0032, 0.0033
Si, 9.5294, 1.3727, 2.0471, -0.0014, 0.0055, -0.0022
Si, 1.3318, 4.1338, 2.0605, -0.0046, 0.0026, 0.0011
Si, 6.8362, 4.0996, 2.1494, 0.0082, -0.0033, 0.0054
Si, 4.1342, 6.8372, 2.0902, 0.0032, 0.0059, 0.0055
Si, 9.5573, 6.8187, 2.1346, 0.0044, -0.0076, 0.0049
Si, 1.383, 9.5449, 2.1103, 0.0028, -0.0015, 0.0024
Si, 6.8459, 9.5225, 2.1204, -0.0002, -0.0035, 0.0067
Si, -0.0708, -0.0318, 3.3682, 0.0029, 0.0005, -0.004
Si, 5.4737, -0.0317, 3.5028, 0.0027, 0.0017, -0.0068
Si, 2.7158, 2.7467, 3.3603, -0.0062, -0.0027, -0.0101
Si, 8.1949, 2.692, 3.5125, 0.0001, 0.0007, -0.0061
Si, -0.0202, 5.4612, 3.5291, 0.004, 0.0017, -0.01
Si, 5.6187, 5.6288, 3.494, 0.0022, 0.0157, -0.0169
Si, 2.7616, 8.1894, 3.499, -0.0016, -0.0064, -0.0063
Si, 8.0681, 8.0202, 3.5338, -0.0265, -0.0179, -0.0018
Si, 1.2901, 1.366, 4.6829, 0.0031, 0.0002, 0.0038
Si, 6.8424, 1.3012, 4.9229, -0.0011, -0.0003, 0.0003
Si, 4.1191, 4.1744, 4.6326, -0.0002, 0.0026, 0.0154
Si, 9.4855, 4.1149, 4.9035, -0.0064, 0.0004, 0.0001
Si, 1.3566, 6.8709, 4.898, 0.0018, 0.0024, 0.0036
B, 6.8433, 6.8005, 4.6666, 0.0047, 0.0163, -0.0936
Si, 4.1655, 9.5032, 4.9034, 0.005, -0.0049, -0.0011
Si, 9.5144, 9.508, 4.7385, 0.0058, 0.0005, 0.0124
Si, 2.6501, 0.0152, 6.0949, -0.0036, 0.003, 0.0062
Si, 8.2205, -0.1421, 6.27, 0.0027, 0.0037, 0.0012
Si, -0.0523, 2.6751, 6.1884, 0.0024, 0.0013, 0.0035
Si, 5.3826, 2.7758, 6.0726, -0.009, -0.0017, 0.0046
Si, 2.7511, 5.4309, 6.1331, -0.0015, 0.0002, -0.0041
Si, 7.9648, 5.6128, 5.9733, 0.0205, -0.0267, 0.0385
Si, -0.0053, 8.3028, 6.2359, -0.0049, -0.0038, 0.0005
Si, 5.7204, 7.9835, 5.9498, -0.0247, 0.0189, 0.0306
Si, 3.4703, 1.9395, 7.1503, 0.0038, 0.0069, -0.0131
Si, 10.0231, 0.8346, 7.4445, 0.0002, -0.0066, -0.0093
Si, 1.7634, 3.6522, 7.3194, 0.0042, 0.0004, -0.0086
Si, 6.2219, 4.5607, 7.3316, 0.0101, 0.007, -0.0139
Si, 4.6498, 6.3172, 7.1967, -0.0067, -0.0069, -0.0079
Si, 9.1432, 7.1906, 7.2736, 0.0063, 0.0144, -0.0078
Si, 0.9012, 10.1679, 7.5008, -0.0038, -0.0016, -0.0126
Si, 7.3946, 8.8646, 7.4388, 0.0055, -0.0061, -0.009
O, 4.5869, 6.6871, 8.8183, -0.0044, 0.0061, 0.0198
O, 1.3992, 3.9636, 8.9243, -0.0035, 0.0029, 0.0143
O, 9.6878, 6.4894, 8.6941, 0.0031, -0.0053, 0.0212
O, 1.2991, 10.1321, 9.1462, 0.0069, -0.0003, 0.0166
O, 6.119, 4.2735, 8.9951, 0.0006, -0.0102, 0.0259
O, 3.6702, 1.631, 8.7558, 0.0029, -0.0052, 0.0153
O, 7.0594, 8.95, 9.0897, -0.0048, 0.0058, 0.0184
O, 9.6623, 1.0853, 9.0564, -0.0044, 0.0044, 0.0142
O, 8.248, 2.5367, 22.7584, -0.0031, 0.0026, -0.0112
O, 11.0024, 5.5343, 22.6518, -0.002, 0.0033, -0.0112
O, 5.6246, 0.0785, 22.6493, -0.0024, 0.0036, -0.0104
O, 5.2936, 5.3913, 22.6443, 0.0031, -0.0023, -0.0101
O, 2.159, 2.8026, 22.4907, 0.0017, -0.0047, -0.0123
O, 3.3319, 7.8511, 22.5189, -0.003, 0.0026, -0.0117
O, 8.381, 8.7333, 22.4304, 0.0039, -0.0014, -0.0112
O, -0.1525, 11.2233, 22.7745, 0.0041, -0.0031, -0.0105
Si, 2.1429, 2.9732, 12.862, -0.0007, 0.0008, -0.0096
Si, 8.6701, 1.3033, 10.3183, 0.0018, -0.0004, -0.0124
Si, 1.0513, 4.4882, 15.338, 0.0002, -0.0007, -0.0037
Si, 7.5486, 5.5883, 12.1793, -0.0009, -0.0007, -0.0087
Si, 2.4194, 8.1735, 21.2183, 0.0018, -0.0017, 0.0098
Si, 5.4135, 7.7917, 12.4272, 0.0003, -0.0006, -0.0086
Si, 9.2709, 0.4508, 15.4684, 0.0011, 0.0005, -0.004
Si, 2.9174, -0.052, 16.6516, 0.0012, -0.0002, 0.001
Si, 10.4493, 1.164, 12.5777, -0.0009, 0.0006, -0.0079
Si, 7.7654, 2.8236, 21.2487, 0.0003, -0.0019, 0.0104
Si, 9.1289, 8.774, 14.4113, 0.0011, -0.001, -0.0055
Si, 1.4857, 4.7867, 10.3205, -0.0013, -0.003, -0.0147
Si, 4.4832, 9.477, 19.1379, 0, -0.0007, 0.0053
Si, 11.0769, 6.0892, 21.1267, 0.0002, -0.0005, 0.0104
Si, 6.6147, 10.4385, 14.8233, 0.0007, -0.001, -0.0028
Si, 5.3894, 0.7229, 21.1854, 0.0018, -0.0005, 0.0099
Si, 2.3399, 9.8343, 10.3729, -0.0041, 0.0028, -0.0109
Si, 0.4325, 10.6321, 21.4025, -0.0019, 0.0016, 0.0083
Si, 5.8488, 5.25, 21.137, -0.001, 0.0005, 0.0107
Si, 3.6578, 7.1042, 10.0553, 0.005, -0.0048, -0.0144
Si, 9.034, 5.688, 14.832, -0.0011, -0.0002, -0.0056
Si, 3.6559, 4.0822, 19.0914, -0.0004, -0.0009, 0.0061
Si, 10.0282, 3.656, 19.3223, 0, 0.0006, 0.0055
Si, 4.2551, 8.6569, 15.3286, 0.0009, -0.0006, -0.0045
Si, 0.4486, 1.9046, 17.1556, -0.0006, 0.0007, 0.0013
Si, 6.7966, 7.5284, 19.2602, 0.0006, 0.0011, 0.0049
Si, 5.2549, 3.6165, 16.7353, -0.0001, -0.0006, 0
Si, 7.7822, 5.0085, 17.5264, 0.0011, 0.0012, 0.0009
Si, 6.6383, 9.9227, 10.3211, 0.0023, -0.004, -0.0136
Si, 4.3644, 1.0832, 10.0847, -0.0037, 0.0029, -0.0099
Si, -0.049, 9.0835, 11.8514, 0.0026, -0.0014, -0.0086
Si, 9.1032, 8.626, 20.9609, -0.0008, 0.0008, 0.0094
Si, 4.5457, 1.6637, 14.5664, -0.0017, 0.0006, -0.0049
Si, 2.4484, 2.0852, 21.0589, -0.0017, 0.0011, 0.0106
Si, 6.3351, 3.3669, 10.3248, -0.0016, 0.0078, -0.0181
Si, 3.4258, 5.9088, 16.7185, -0.0002, 0.0002, 0.0009
Si, 9.8787, 6.5381, 10.2967, -0.0003, -0.0009, -0.0172
O, 0.1142, 2.6147, 18.5857, 0.001, -0.0011, -0.0021
O, 2.9266, 9.6257, 15.5699, -0.0004, 0.0001, 0.0006
O, 10.8576, 4.803, 20.1429, -0.0009, -0.0024, -0.0036
O, 7.5646, 2.4012, 9.9, 0.0017, -0.001, 0.0041
O, 10.9433, 5.3675, 10.7654, -0.0004, 0.0001, 0.0041
O, 6.5949, 6.7443, 12.8425, 0, 0.0005, 0.0028
O, 10.3316, 8.0722, 10.701, 0.0016, 0.0044, 0.0059
O, 7.6607, 9.4518, 13.9698, -0.0005, 0.0008, 0.0021
O, 8.4367, 6.2337, 10.9859, -0.0034, -0.0015, 0.0064
O, 5.3513, 10.4826, 20.0728, -0.0005, -0.0022, -0.004
O, 2.1676, 3.7601, 11.4229, 0.0016, -0.0031, 0.0075
O, 7.98, 8.5382, 19.771, -0.0022, -0.0008, -0.0034
O, 6.2069, 6.7274, 20.5578, 0.0007, 0.0014, -0.0035
O, 5.5027, 2.7089, 15.4039, 0.0002, 0.0004, 0.0015
O, 1.3059, 0.927, 20.7135, 0.0007, 0.0002, -0.0029
O, 6.0425, 9.0669, 11.5969, -0.0019, -0.0021, 0.0055
O, 4.6157, 4.9811, 16.1046, 0.0003, 0.0001, 0.0001
O, 6.594, 3.8976, 17.6277, -0.0002, -0.0003, -0.0002
O, 10.4917, 10.6602, 11.8177, -0.0005, 0, 0.0033
O, 5.5767, 0.4966, 13.9813, 0.0002, -0.0001, 0.0018
O, 8.0139, 5.1031, 15.9334, -0.0006, -0.0004, 0.0012
O, 9.754, 9.8156, 15.5162, 0, 0.0007, 0.0019
O, -0.4084, 5.1461, 15.1303, 0.0006, -0.0002, 0.0017
O, 1.5728, 6.828, 20.8072, -0.0001, -0.0002, -0.0028
O, 1.5054, 0.6295, 17.1761, 0, 0, -0.0004
O, 6.5996, 1.7594, 20.8187, -0.0003, 0.0003, -0.0031
O, 1.0007, 1.795, 12.7965, 0.0001, -0.0003, 0.0028
O, 3.2399, 5.4918, 18.3147, 0, 0.0007, -0.0019
O, 9.5019, 2.0063, 11.5571, 0.0022, -0.0004, 0.0056
O, 1.0018, 3.0914, 16.1825, -0.0001, -0.0006, 0.0009
O, 8.5661, 5.1382, 13.3771, 0.0014, 0.0004, 0.0052
O, 10.2457, 8.5329, 13.2449, -0.0021, 0.0006, 0.0051
O, 1.4505, 9.3955, 21.6798, 0.0003, -0.0002, -0.0026
O, 10.0778, 9.932, 20.6283, -0.0003, -0.0004, -0.0028
O, 3.1745, 0.2377, 10.8758, 0.0002, -0.0002, 0.0039
O, 5.067, 2.4016, 10.7904, -0.0011, -0.0015, 0.0037
O, 1.7215, 4.1389, 13.9101, -0.0009, 0.0014, 0.0044
O, 7.913, 10.8501, 10.7885, 0.0004, 0.001, 0.0038
O, 9.131, 4.4575, 18.2275, -0.0013, 0.0005, -0.0019
O, 5.636, 9.4831, 15.7459, 0, 0.0003, 0.0012
O, 5.5138, -0.003, 9.731, 0.0008, -0.0007, 0.0014
O, 3.579, 2.3079, 13.3899, 0.0018, -0.0009, 0.0039
O, 1.9719, 5.6313, 16.0419, 0.0003, 0.0005, 0.0007
O, 9.7086, 1.0848, 14.0286, -0.0013, -0.0008, 0.0055
O, 4.4096, 6.9361, 11.4842, 0.0027, 0.0014, 0.006
O, 4.7502, 4.4948, 20.2143, -0.002, -0.001, -0.0041
O, 9.9537, 1.3128, 16.6463, -0.0001, -0.0002, 0.0007
O, 6.6851, 4.3226, 11.6152, 0.0013, 0.0021, 0.0051
O, 5.5883, 8.4002, 18.5833, 0, -0.0002, -0.0014
O, 9.0709, 2.7331, 20.2724, 0.0023, 0.0006, -0.0038
O, 3.6044, 1.1251, 15.778, -0.0002, -0.0004, 0.0013
O, 4.2159, 3.0749, 17.9029, 0.0006, 0.0001, -0.0017
O, 9.9214, 7.2139, 20.9045, -0.0004, 0.0001, -0.0027
O, 3.3488, 8.6869, 9.823, -0.0003, 0.0005, 0.0035
O, 3.9285, 7.4155, 16.3477, -0.0005, -0.0008, 0.0004
O, 7.6368, 0.4625, 15.6831, -0.0001, 0.0003, 0.0011
O, 8.9232, 7.3023, 15.0362, 0.0001, 0.0001, 0.0022
O, 3.9348, 1.4385, 21.1517, -0.0004, 0.0002, -0.003
O, 1.5793, 9.1622, 11.6804, -0.0032, -0.0007, 0.004
O, 2.3515, 6.1499, 10.1204, -0.0009, 0.0003, 0.0044
O, 7.3492, 6.4505, 18.161, 0.0003, -0.0019, -0.0018
O, 7.2109, 4.3543, 21.1259, -0.0001, 0.0012, -0.0032
O, 4.5404, 8.2324, 13.7635, -0.0015, 0.0012, 0.0054
O, 3.3356, 8.6515, 19.9612, 0.002, 0.0012, -0.0039
O, 2.4938, 3.236, 19.8776, 0.001, 0.0021, -0.0041
O, 3.7419, 10.3499, 17.9655, -0.0013, 0.0011, -0.0023

Results
free energy: -130700.188 eV
free energy less fixed offsets of B -154.04, O -568.88, Si -635.61 eV per atom: 2.532 eV

The program warned: the cutoff lies below the one the program advises for these potential files; the exchange-correlation potential is rough where the density is thin.
